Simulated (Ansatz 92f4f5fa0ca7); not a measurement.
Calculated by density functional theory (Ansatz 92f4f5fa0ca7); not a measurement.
Periodic cell of 422 atoms, Si266O156, from a study of silicon, its oxide and their interface. The atomic structure is a simulated model.
Doubt: the cutoff is far below the 930 eV that the study's wrapper takes by default for these files, so forces and energies are approximate.
This geometry differs little from another in the collection (a relaxation step or a small displacement).

Settings: functional PBE; potential files Ansatz PAW; basis plane waves; wave-function cutoff 580 eV; density cutoff ratio 5; exchange-correlation grid ratio 1; k mesh 1 x 1 x 1, Gamma-centred; self-consistency stop 5e-08 eV per atom in the density residual; occupations fixed; spin none; net charge 0.

Cell vectors (angstrom)
a	15.4687	0	0
b	0	12.8259	0
c	0	0	37.2584

Atoms and the computed forces on them: element, x, y, z (angstrom), force x, y, z (eV/angstrom)
Si	-0.038	1.168	34.591	-0.013	-0.004	-0.024
Si	3.849	1.156	34.625	-0.008	-0.035	-0.01
Si	7.707	1.154	34.61	0.019	0.001	0.027
Si	11.559	1.169	34.531	-0.001	-0.02	-0.06
Si	1.882	7.608	34.566	0.002	-0.017	-0.024
Si	5.777	7.611	34.587	0.011	0.002	-0.031
Si	9.69	7.61	34.531	-0.007	0.006	-0.014
Si	13.485	7.607	34.497	0.012	-0.002	0.005
Si	1.934	5.247	34.992	-0.174	0.431	0.039
Si	5.801	5.247	34.992	-0.007	0.421	0.733
Si	9.668	5.247	34.992	-0.013	0.199	-0.037
Si	13.535	5.247	34.992	-0.023	0.447	-0.235
Si	0	11.66	34.992	-0.036	-0.096	-0.37
Si	3.867	11.66	34.992	-0.122	0.257	0.829
Si	7.734	11.66	34.992	0.036	0.055	0.051
Si	11.602	11.66	34.992	-0.135	-0.164	-0.793
Si	0	4.664	36.228	0.027	0.037	-0.027
Si	3.867	4.664	36.228	0.144	0.126	0.033
Si	7.734	4.664	36.228	-0.029	0.175	0.092
Si	11.602	4.664	36.228	-0.069	0.051	-0.057
Si	1.934	11.077	36.228	0.035	0.019	0.043
Si	5.801	11.077	36.228	0.048	-0.084	-0.029
Si	9.668	11.077	36.228	0.003	-0.046	-0.063
Si	13.535	11.077	36.228	0.073	-0.122	-0.11
Si	0	2.332	36.641	-0.11	-0.01	0.102
Si	3.867	2.332	36.641	-0.022	0.115	0.269
Si	7.734	2.332	36.641	0.03	0.061	0.116
Si	11.602	2.332	36.641	-0.091	-0.074	-0.233
Si	1.934	8.745	36.641	-0.159	0.045	-0.005
Si	5.801	8.745	36.641	-0.049	0.058	0.167
Si	9.668	8.745	36.641	0.179	-0.044	-0.183
Si	13.535	8.745	36.641	-0.174	-0.04	-0.393
Si	1.934	1.749	0.619	0.001	0.009	0.014
Si	5.801	1.749	0.619	0.044	0.039	0.02
Si	9.668	1.749	0.619	-0.026	0.006	-0.003
Si	13.535	1.749	0.619	0.044	-0.025	-0.008
Si	0	8.162	0.619	0.09	-0.018	-0.052
Si	3.867	8.162	0.619	0.04	-0.01	-0.028
Si	7.734	8.162	0.619	-0.034	-0.064	-0.044
Si	11.602	8.162	0.619	-0.013	0.041	-0.022
Si	0	5.83	1.031	-0.033	0.016	0.062
Si	3.867	5.83	1.031	-0.129	-0.096	-0.062
Si	7.734	5.83	1.031	0.041	-0.104	-0.047
Si	11.602	5.83	1.031	0.061	-0.024	-0.017
Si	1.934	12.243	1.031	-0.063	0.012	0.033
Si	5.801	12.243	1.031	-0.015	0.046	0.026
Si	9.668	12.243	1.031	-0.005	0.068	0.084
Si	13.535	12.243	1.031	-0.059	0.069	0.036
Si	1.934	5.247	2.268	0.366	-0.08	-0.508
Si	5.801	5.247	2.268	0.173	0.027	0.053
Si	9.668	5.247	2.268	-0.134	0.027	-0.048
Si	13.535	5.247	2.268	-0.263	-0.079	-0.308
Si	0	11.66	2.268	0.041	0.013	0.423
Si	3.867	11.66	2.268	0.072	-0.033	-0.287
Si	7.734	11.66	2.268	0.139	0.022	0.43
Si	11.602	11.66	2.268	0.198	0.013	0.21
Si	1.934	2.915	2.68	0.014	0.008	0.064
Si	5.801	2.915	2.68	-0.058	-0.05	-0.011
Si	9.668	2.915	2.68	-0.002	0.043	0.116
Si	13.535	2.915	2.68	-0.058	0.09	0.069
Si	0	9.328	2.68	-0.07	-0.044	-0.067
Si	3.867	9.328	2.68	-0.052	-0.084	-0.004
Si	7.734	9.328	2.68	0.066	0.079	0.017
Si	11.602	9.328	2.68	0.018	-0.201	-0.127
Si	3.248	3.155	26.858	0.107	0.077	-0.046
Si	3.948	0.914	28.038	0.012	-0.121	0.059
Si	11.445	2.175	30.354	0.007	0.029	0.087
Si	8.099	5.605	28.367	-0.053	0.082	0.072
Si	0.149	8.726	20.745	-0.019	-0.08	0.13
Si	-1.546	12.274	24.526	-0.1	0.016	-0.08
Si	15.452	6.905	31.185	-0.002	-0.035	0.046
Si	11.344	0.345	26.161	0.054	-0.05	-0.065
Si	4.078	5.133	27.973	0.062	0.044	0.062
Si	8.967	1.283	24.476	0.038	-0.053	-0.029
Si	15.166	2.35	24.227	-0.134	-0.057	-0.113
Si	17.329	6.371	21.692	-0.001	0.041	0.085
Si	-0.048	11.034	26.968	-0.054	-0.076	-0.058
Si	7.624	7.038	31.414	-0.037	-0.009	0.016
Si	4.623	16.703	29.906	0.024	0.031	0.01
Si	11.128	8.921	25.566	0.001	0.072	-0.032
Si	-1.648	5.018	27.57	-0.146	0.064	0.105
Si	3.847	4.785	31.889	-0.008	0.031	0.047
Si	5.686	7.567	30.181	-0.023	-0.046	0.009
Si	9.542	0.796	31.055	0.003	0.007	-0.053
Si	3.62	9.275	26.216	-0.099	0.035	-0.003
Si	8.986	9.9	29.31	-0.073	-0.018	0.025
Si	9.573	11.157	31.405	0.038	-0.018	0.015
Si	13.575	11.405	31.524	-0.003	0	0.003
Si	2.731	-1.148	27.852	0.017	-0.088	-0.011
Si	7.086	3.802	29.745	0.014	0.03	-0.066
Si	6.272	0.137	28.178	0.124	-0.075	0.103
Si	15.528	2.173	30.234	0.022	-0.058	-0.129
Si	2.766	10.154	29.76	0.037	0.063	-0.037
Si	6.73	10.504	28.365	0.048	0.046	0.045
Si	7.465	1.392	29.89	-0.042	-0.047	-0.056
Si	7.655	4.712	31.833	0.003	0.038	0.057
Si	3.857	1.611	30.239	0.136	0.094	-0.014
Si	1.854	0.952	31.289	-0.024	-0.027	0.014
Si	11.515	2.798	28.074	-0.043	-0.04	0.209
Si	13.497	-5.535	29.882	-0.013	0.026	-0.043
Si	-1.964	1.045	31.089	-0.078	0.034	-0.025
Si	3.769	7.055	31.398	-0.012	-0.018	0.052
Si	10.771	10.695	27.925	-0.213	-0.011	0.068
Si	11.521	4.373	31.623	0.004	-0.006	-0.05
Si	0.005	4.425	31.559	-0.03	0.043	0.009
Si	5.731	0.713	31.36	-0.072	-0.011	-0.009
Si	6.035	6.696	27.949	0.081	0.001	0.051
Si	11.405	6.777	30.972	0.05	-0.016	0.049
Si	1.971	11.358	31.641	-0.054	-0.011	-0.023
Si	5.738	11.194	31.822	0.024	0.02	-0.019
Si	5.187	9.867	29.996	-0.017	-0.02	-0.042
Si	9.283	7.381	29.797	0.042	-0.02	-0.044
Si	1.877	4.077	32.963	0.02	-0.042	-0.02
Si	5.763	4.094	33.035	0.036	0.014	0.087
Si	9.621	4.046	32.966	-0.022	-0.016	0.009
Si	13.521	4.12	32.913	-0.016	-0.001	0.013
Si	-0.003	10.616	32.795	-0.003	0.028	-0.032
Si	3.792	10.615	32.972	0.036	0.016	0.044
Si	7.757	10.596	32.884	0.001	0.002	-0.016
Si	11.585	10.586	32.712	-0.014	0.02	-0.031
Si	1.918	1.796	33.453	-0.045	0.015	0.039
Si	5.77	1.781	33.435	-0.008	-0.011	-0.01
Si	9.567	1.709	33.292	0.01	0.002	0.018
Si	13.519	1.806	33.334	0.006	0.031	0.04
Si	-0.037	8.182	33.236	0.002	-0.08	0
Si	3.824	8.272	33.392	-0.011	0.053	-0.039
Si	7.72	8.266	33.389	0.033	0.001	0.004
Si	11.562	8.132	33.1	0.011	-0.054	-0.026
Si	0	2.332	3.917	-0.154	-0.488	0.235
Si	3.867	2.332	3.917	0.252	0.017	-0.195
Si	7.734	2.332	3.917	0.082	-0.126	0.491
Si	11.602	2.332	3.917	0.105	-0.2	0.364
Si	1.934	8.745	3.917	0.007	-0.027	-0.386
Si	5.801	8.745	3.917	0.023	0.066	0.321
Si	9.668	8.745	3.917	-0.058	-0.023	-0.356
Si	13.535	8.745	3.917	0.034	-0.554	-0.874
Si	1.992	6.42	4.256	0.072	0.042	-0.06
Si	5.855	6.393	4.354	-0.008	-0.041	0.018
Si	9.593	6.41	4.326	0.023	0.002	0.059
Si	13.489	6.38	4.303	-0.021	0.004	-0.008
Si	0.032	12.82	4.408	-0.001	0.04	-0.01
Si	3.93	12.806	4.298	0.023	-0.012	0.026
Si	7.833	12.837	4.401	-0.005	0.007	0.022
Si	11.692	12.809	4.373	0.026	0.008	-0.012
Si	0.056	5.636	5.253	-0.049	0.008	0.017
Si	3.892	5.911	5.555	-0.004	0.02	0.01
Si	7.749	5.716	5.675	0.002	-0.028	0.008
Si	11.499	5.804	5.517	-0.06	-0.033	0.001
Si	2.032	12.235	5.577	0.01	-0.011	-0.059
Si	5.85	12.288	5.597	0.039	-0.009	-0.033
Si	9.831	12.242	5.686	0.01	0.017	0.067
Si	13.589	12.159	5.717	-0.018	0.026	0.071
Si	0.018	3.37	6.038	-0.003	-0.029	0.038
Si	3.857	3.539	5.937	-0.005	-0.032	0.062
Si	7.726	3.376	6.105	0.01	-0.008	-0.01
Si	11.537	3.512	5.996	-0.033	-0.029	-0.028
Si	1.944	9.917	5.928	-0.025	0.019	0.046
Si	5.856	9.928	6.024	-0.034	-0.005	0.029
Si	9.749	9.863	5.958	0.005	0.025	-0.04
Si	13.527	9.813	5.903	0.012	-0.051	-0.038
Si	3.536	2.306	13.295	-0.074	0.028	-0.083
Si	4.976	4.402	9.26	0.028	-0.096	0.092
Si	14.442	6.903	10.061	0.011	0.136	-0.21
Si	6.293	-0.044	9.302	-0.031	-0.072	0.074
Si	-1.9	12.2	8.189	-0.005	-0.131	0.089
Si	3.841	9.535	7.258	0.02	0.098	0.015
Si	8.033	14.659	10.967	0.002	-0.052	0.141
Si	10.617	6.528	12.133	0.071	-0.03	-0.036
Si	0.038	6.828	7.168	0.042	0.063	0.023
Si	3.94	7.196	7.563	-0.053	0.007	-0.021
Si	9.685	2.789	7.407	-0.047	0.006	-0.044
Si	7.799	6.814	7.799	-0.012	-0.048	0.013
Si	3.243	10.987	9.143	0.031	0.056	-0.197
Si	5.087	13.556	7.492	0.025	-0.004	-0.078
Si	9.808	16.626	9.602	-0.071	-0.024	0.029
Si	11.951	15.79	10.628	0.053	-0.095	-0.041
Si	2.036	2.683	7.195	-0.012	-0.041	0.037
Si	8.054	10.2	9.096	0.027	-0.018	-0.06
Si	12.28	3.364	16.363	-0.056	-0.006	0.021
Si	11.57	6.798	7.663	-0.008	-0.028	0.033
Si	0.994	14.317	14.721	0.052	-0.062	-0.07
Si	8.733	10.997	14.146	0.099	-0.061	0.005
Si	5.69	15.857	7.335	0.025	0.08	0.009
Si	9.735	18.972	9.17	0.051	0.086	0.164
Si	-2.963	0.774	12.549	-0.063	-0.042	-0.038
Si	1.703	3.191	10.939	0.115	0.095	-0.034
Si	13.641	5.808	8.144	0.021	-0.156	0.176
Si	16.308	-1.848	12.211	0.068	-0.2	-0.196
Si	2.744	13.142	7.672	0.025	-0.074	-0.015
Si	-0.017	9.192	7.039	-0.022	0.013	0.022
Si	11.656	9.121	7.123	-0.02	-0.008	0.045
Si	13.484	9.072	10.202	0.084	0.017	-0.012
Si	-7.613	9.076	7.096	-0.07	-0.022	0.034
Si	-0.425	-2.437	9.01	-0.029	0.022	-0.031
Si	2.584	4.096	8.956	0.004	0.087	0.039
Si	10.401	0.532	7.81	-0.007	0.032	0.019
Si	1.478	9.901	10.244	-0.022	-0.143	0.066
Si	6.052	8.622	10.747	-0.011	-0.105	0.132
Si	4.8	4.715	12.233	0.007	-0.038	-0.081
Si	16.727	7.495	10.284	-0.002	0.051	0.058
Si	-1.986	3.41	7.359	0.027	0.024	0.022
Si	5.188	-3.017	16.565	0.056	-0.04	-0.012
Si	9.969	-0.372	11.601	0.125	-0.076	-0.036
Si	9.968	-1.295	9.464	-0.028	-0.01	-0.056
Si	0	13.912	11.927	0.137	-0.002	0.039
Si	12.649	8.942	16.79	-0.054	-0.058	0.006
Si	12.636	1.529	8.684	-0.081	0.031	0.069
Si	17.418	6.022	11.948	-0.022	0.093	-0.137
O	19.582	3.036	17.392	-0.021	-0.027	0.032
O	-14.13	20.385	20.659	0.016	0.003	-0.029
O	5.541	14.479	21.493	-0.017	0.071	0.043
O	10.869	-1.169	22.375	-0.039	-0.018	-0.019
O	10.407	8.454	20.123	-0.009	-0.033	-0.039
O	6.477	11.103	22.726	-0.004	0.022	0.033
O	9.626	13.24	20.62	-0.008	0.013	0.02
O	16.705	4.532	11.78	0.038	-0.018	-0.008
O	9.78	19.633	10.748	0.03	-0.043	-0.139
O	9.44	1.37	15.627	0.019	-0.029	-0.016
O	6.918	1.618	14.751	-0.073	-0.022	-0.057
O	7.002	14.385	12.198	0.037	0.117	-0.05
O	35.616	19.784	14.476	-0.009	0.016	0.019
O	5.157	10.628	15.145	-0.007	0.051	-0.043
O	-2.112	11.351	23.28	0.028	0.001	0.039
O	19.781	16.557	13.436	0.029	0.01	0.018
O	5.974	8.072	12.315	0.018	0.056	-0.104
O	12.615	-12.236	14.151	0.048	-0.002	0.033
O	16.06	15.325	20.633	-0.003	0.016	0.017
O	1.181	12.02	27.388	0.031	0.104	0.029
O	12.333	9.64	13.177	0.023	0.037	0.104
O	4.559	18.443	16.775	-0.016	-0.007	-0.004
O	10.415	20.557	13.206	-0.001	0.037	0.038
O	4.632	13.943	13.359	-0.016	0.022	0.026
O	9.58	8.428	25.679	-0.104	-0.029	0.075
O	-0.992	8.269	19.672	-0.008	0.018	-0.021
O	5.504	6.85	20.252	-0.014	-0.038	0.007
O	-6.332	0.154	17.968	0	-0.002	0.004
O	10.289	5.072	12.821	-0.012	0.02	-0.05
O	0.424	2.157	10.754	-0.074	-0.009	0.001
O	20.763	4.357	21.468	0.015	-0.068	-0.007
O	14.542	20.908	13.32	-0.01	0.016	0.135
O	15.657	-12.624	19.4	-0.007	-0.006	0.02
O	12.018	5.228	23.911	-0.005	-0.012	0.078
O	-15.288	2.384	25.796	-0.004	-0.005	0.042
O	12.202	6.502	11.821	-0.142	0	0.039
O	12.682	12.56	25.515	-0.037	0.031	0.06
O	8.368	0.067	23.536	-0.021	-0.005	-0.011
O	15.353	4.464	27.428	0.018	0.029	-0.018
O	0.255	2.098	16.012	-0.009	-0.013	0.096
Si	3.974	19.74	15.975	0.062	0.025	-0.003
Si	13.398	10.492	29.352	0.069	0.054	0.216
Si	8.53	19.704	22.805	0.027	0.107	0.034
Si	0.989	8.324	25.961	-0.158	-0.019	-0.071
Si	4.659	4.488	17.935	0.029	0.049	-0.047
Si	-0.27	6.652	13.791	-0.004	0.011	-0.11
Si	13.8	9.326	12.514	0.003	0.051	-0.223
Si	7.968	8.771	17.662	-0.032	-0.031	-0.057
Si	12.408	0.286	15.735	-0.09	0.062	-0.017
Si	16.212	3.066	27.191	-0.114	-0.004	0.068
Si	5.735	6.72	9.02	0.035	0.022	0.057
Si	7.602	17.284	17.552	0.055	0.006	-0.077
Si	16.355	18.911	16.566	0.057	0.014	-0.045
Si	10.178	4.546	14.367	-0.071	0.032	0.061
Si	-3.468	10.477	8.987	-0.032	0.079	0.015
Si	9.367	17.481	26.583	0.062	-0.016	0.025
Si	14.239	-2.114	16.621	0.045	0.039	0
Si	2.545	6.994	28.002	-0.095	0.026	-0.06
Si	7.439	24.408	23.947	0.064	-0.046	-0.015
Si	9.531	-0.055	16.397	-0.022	0.057	0.035
Si	18.591	11.602	17.382	0.024	-0.018	-0.041
Si	0.674	14.618	19.158	0.122	-0.104	0.115
Si	8.165	4.147	24.464	0.107	-0.031	0.133
Si	11.966	18.853	25.341	-0.084	0.017	-0.109
Si	6.029	6.962	13.52	0.012	0.017	-0.042
Si	11.141	8.01	21.517	0.045	0.074	0.002
Si	0.578	-1.402	19.17	0.064	0.04	-0.053
Si	1.96	6.335	8.422	-0.032	-0.034	0.014
Si	8.224	2.399	15.326	0.052	0.024	-0.01
Si	-8.866	13.447	25.98	-0.019	-0.048	0.128
Si	29	18.388	11.657	-0.105	-0.065	-0.087
Si	-5.157	16.81	18.768	-0.036	-0.031	-0.072
Si	22.399	10.844	21.18	0.065	-0.043	0.031
Si	26.616	8.926	14.042	-0.023	-0.012	-0.032
Si	16.961	28.896	21.777	-0.015	0.055	0.031
Si	8.126	8.847	25.068	0.075	0.028	-0.02
Si	3.688	14.422	18.056	0	-0.004	-0.076
Si	-0.118	16.016	17.167	-0.129	0.118	-0.336
Si	1.935	7.803	30.099	-0.027	0.042	0.007
Si	4.888	10.816	10.907	-0.029	-0.01	0.156
Si	-10.894	5.589	20.656	-0.054	0.044	-0.074
Si	21.508	13.694	20.137	0.077	-0.062	-0.114
Si	-2.928	18.253	20.457	-0.014	-0.004	0.048
Si	8.33	19.464	15.608	-0.007	-0.055	-0.008
Si	14.313	7.073	18.573	-0.019	0.02	0.018
Si	9.967	11.713	21.022	0.022	0.036	0.075
Si	5.86	11.216	13.775	0.007	-0.121	0.037
Si	9.014	1.132	19.291	0.054	-0.039	-0.071
Si	6.414	8.776	26.664	0.001	0.005	-0.107
Si	4.712	2.943	22.125	-0.066	0.072	-0.016
Si	11.915	23.42	23.054	0.024	0.049	-0.024
Si	13.427	4.798	23.184	0.008	0.037	0.007
Si	6.819	-5.041	20.317	0.04	0.049	-0.045
Si	15.354	7.408	23.394	-0.015	-0.044	-0.018
Si	10.469	-3.154	19.03	-0.05	0.016	0.067
Si	16.738	-1.702	15.023	0.049	0.08	-0.104
Si	21.707	13.638	13.471	0.06	0.054	0.016
Si	5.181	15.83	24.468	0.028	-0.195	-0.068
O	8.538	11.738	15.606	0.005	-0.016	-0.08
O	11.586	-3.369	17.901	0.07	0.006	-0.031
O	15.258	6.431	15.397	-0.051	0.017	-0.021
O	3.444	13.176	17.012	0.001	0.023	0.03
O	-0.189	8.041	24.883	0.065	0.036	0.098
O	18.948	23.675	26.622	0.088	-0.096	-0.044
O	13.308	18.404	26.137	0.06	-0.035	0.029
O	-4.97	13.817	24.917	0.049	-0.006	0.06
O	17.603	-1.371	18.666	-0.024	-0.013	0.042
O	38.345	26.762	9.636	0.045	0.017	-0.04
O	7.721	7.799	23.879	-0.018	-0.001	0.011
O	8.904	17.601	18.488	0.014	-0.01	0.046
O	18.978	33.962	27.56	0.052	-0.074	-0.043
O	5.215	3.905	10.863	-0.035	0.067	-0.063
O	14.975	11.431	25.446	0.039	-0.036	0.108
O	2.341	19.532	16.099	-0.051	-0.047	0.022
O	29.394	13.456	11.768	-0.021	-0.015	-0.066
O	-19.38	12.407	11.984	-0.012	0.044	-0.022
O	11.33	22.947	24.494	-0.008	-0.046	0.021
O	16.726	4.852	21.492	0.01	-0.059	-0.048
O	19.343	4.982	19.289	0.002	-0.013	0.065
O	13.181	4.448	21.605	-0.01	-0.009	-0.037
O	-3.862	16.754	14.944	0.048	0.001	0.028
O	3.584	5.793	11.938	-0.097	0.078	-0.024
O	3.094	2.865	21.759	0.043	-0.012	-0.023
O	0.146	1.834	13.372	-0.074	0.005	0
O	8.919	3.493	14.336	-0.003	-0.011	-0.026
O	-3.422	20.474	25.158	0.044	-0.039	0.021
O	13.488	8.85	29.311	-0.001	-0.05	0.002
O	21.017	14.373	25.133	-0.043	0.159	-0.094
O	3.463	6.254	21.635	0.023	-0.03	-0.024
O	-8.176	-2.448	13.703	-0.039	0.002	-0.002
O	11.846	-4.36	15.441	-0.029	-0.031	-0.016
O	6.731	22.401	17.005	-0.002	0.005	0.007
O	6.466	9.353	20.69	-0.019	0.022	0.028
O	25.955	-0.803	26.974	-0.005	-0.006	-0.01
O	14.384	18.943	23.276	0.003	-0.011	0
O	0.535	23.132	20.411	0.006	0.051	-0.022
O	13.753	6.256	28.621	-0.009	-0.059	-0.034
O	6.226	-8.487	18.403	-0.027	-0.013	0.066
O	9.926	15.283	19.139	0.02	0.019	0.039
O	14.282	11.139	28.126	0.031	0.037	-0.035
O	22.894	32.801	14.347	-0.051	0.022	-0.029
O	-8.519	24.213	8.745	-0.04	0.084	-0.032
O	-2.139	-5.247	17.382	-0.01	-0.021	-0.002
O	-3.599	1.47	27.204	0.047	-0.026	-0.101
O	16.803	19.809	26.848	0.094	0.023	0.032
O	21.986	16.817	24.685	-0.009	0.016	-0.032
O	2.444	10.86	16.099	0.001	-0.025	0.04
O	11.855	2.207	12.108	-0.033	0.046	0.049
O	11.258	3.976	17.458	0.016	0.016	0.015
O	-6.681	15.582	23.784	-0.016	0.043	-0.06
O	31.887	12.581	11.845	-0.026	0.1	0.038
O	29.102	-0.623	16.277	0.023	-0.016	0.009
O	10.583	18.501	26.115	-0.019	0.009	0.003
O	15.376	10.35	15.487	-0.032	0.011	0.095
O	-0.433	8.578	22.281	0.037	0.011	-0.054
O	17.847	8.847	25.234	0.068	0.022	0.025
O	11.873	11.063	29.085	0.005	-0.052	-0.049
O	8.437	16.189	10.522	0.081	0.022	-0.045
O	9.711	18.67	15.255	0.029	-0.01	0
O	15.009	23.67	18.061	-0.039	-0.027	-0.028
O	16.78	19.419	13.34	-0.022	-0.03	0.112
O	-2.675	3.83	28.039	0.084	0.034	-0.053
O	13.827	16.598	16.771	0.047	-0.008	0.044
O	12.193	6.834	21.184	-0.004	0.007	-0.003
O	0.32	6.778	17.935	-0.012	-0.015	0.007
O	-4.405	12.265	16.143	0.053	-0.012	0.001
O	7.579	9.252	10.401	-0.045	0.048	-0.085
O	2.489	2.116	14.528	-0.008	0.014	-0.006
O	4.39	21.198	16.596	-0.013	-0.019	-0.009
O	8.093	14.138	25.858	-0.058	-0.037	0.035
O	0.388	15.016	28.565	0.03	0.029	0.186
O	-3.166	14.562	16.455	0.041	0.004	0.034
O	10.831	23.878	19.806	0.024	-0.011	-0.046
O	7.379	5.647	16.471	-0.007	0.004	-0.009
O	1.418	6.868	23.183	0.009	-0.032	-0.059
O	-0.732	10.678	12.633	-0.03	-0.073	0.075
O	17.744	1.824	18.813	-0.047	-0.003	-0.001
O	13.096	16.948	10.981	-0.022	0.068	0.028
O	9.122	24.836	12.927	-0.05	0.015	0.046
O	9.015	9.832	18.305	0.046	0	0.013
O	10.148	3.409	27.377	-0.033	0.086	-0.052
O	16.386	4.47	16.907	-0.027	-0.006	0.074
O	8.378	10.338	24.414	-0.091	-0.007	-0.012
O	4.869	13.917	19.043	0.022	0.007	0.074
O	-5.989	1.168	11.329	-0.089	0.057	0.002
O	23.961	-7.481	23.373	0.02	-0.042	-0.044
O	8.751	7.925	16.508	-0.01	0.006	0.013
O	15.925	22.307	26.978	0.039	-0.056	0.003
O	11.513	-16.131	27.034	-0.003	-0.066	-0.096
O	16.405	2.724	23.23	0.077	0.023	-0.01
O	4.796	10.804	12.573	-0.056	-0.074	-0.046
O	14.005	16.297	23.937	0.052	-0.041	0.034
O	6.105	-7.317	12.775	0.006	-0.018	-0.021
O	-1.826	5.741	19.28	0.013	-0.019	-0.012
O	7.461	7.749	18.821	-0.016	-0.023	0.082
O	5.675	-0.541	10.752	0.104	0.016	-0.109
O	2.775	2.307	11.84	0.024	-0.036	0.051
O	14.593	0.83	23.95	0.048	0.078	0.017
O	-3.46	9.266	22.108	-0.028	-0.068	-0.017
O	-10.973	-2.047	17.684	-0.04	0.034	0.018
O	22.916	1.495	19.572	-0.096	0.002	0.07
O	5.108	9.027	25.613	0.013	0.022	0.068
O	8.572	10.868	21.17	-0.034	-0.026	-0.004
O	21.74	-0.752	20.327	-0.04	0.062	0.008
O	3.784	3.407	25.269	0.019	-0.052	0.033
O	-1.185	5.447	13.123	0.04	0.033	0.084
O	25.524	-18.189	22.616	-0.023	-0.052	-0.014
O	6.512	-0.833	25.211	-0.001	0.021	-0.017
O	9.93	-2.884	14.338	0.017	-0.014	0.015
O	17.198	10.601	13.545	0.002	0.047	0.081
O	11.162	4.734	19.93	0.01	0.015	0.019
O	7.813	7.044	21.365	-0.017	-0.039	-0.037
O	1.007	12.719	14.936	-0.011	0.009	0.048
O	23.276	-9.774	16.755	-0.019	0.03	0.016

Results
free energy: -257814.490 eV
free energy less fixed offsets of O -568.88, Si -635.61 eV per atom: 3.050 eV

The program warned: the cutoff lies below the one the program advises for these potential files; the exchange-correlation potential is rough where the density is thin.
